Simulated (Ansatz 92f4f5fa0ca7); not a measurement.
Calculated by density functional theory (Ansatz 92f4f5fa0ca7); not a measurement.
Periodic cell of 171 atoms, Si99O72, from a study of silicon, its oxide and their interface. The atomic structure is a simulated model.

Settings
functional: PBE
potential files: Ansatz PAW
basis: plane waves
wave-function cutoff: 700 eV
density cutoff ratio: 5
exchange-correlation grid ratio: 2
k mesh: 2 x 2 x 1, shifted by 0.5 0.5 0.5 of a step
self-consistency stop: 5e-08 eV per atom in the density residual
occupations: Fermi-Dirac, 0.05 eV
spin: none
net charge: 0

Cell vectors (angstrom)
a 11.5983 0 0
b 0 11.5983 0
c 5.8789 -1.5656 22.3797

Atoms: element, x, y, z (angstrom)
Si 0.9209 8.2036 0.6357
Si 0.7876 -0.3437 0.3113
Si 0.826 5.099 0.1381
Si 4.7999 8.0683 0.5436
Si 4.7539 -0.4395 0.0377
Si 4.6501 4.9919 0.2629
Si 8.887 8.4704 0.2715
Si 8.7507 -0.0586 0.3304
Si 8.1058 4.3614 -0.0235
Si 2.8913 8.1522 1.881
Si 2.8401 0.2122 1.4125
Si 2.7086 4.4584 1.5184
Si 6.8615 8.075 1.6249
Si 6.6504 0.292 1.4175
Si 6.5054 4.3854 1.6711
Si 10.5636 8.1583 1.879
Si 10.5888 0.1631 1.7724
Si 10.365 4.2789 1.2803
Si 2.8324 -1.501 3.0898
Si 2.7721 2.3082 2.7108
Si 2.7797 6.2084 3.1174
Si 6.7235 -1.583 2.9752
Si 6.5741 2.2774 2.7945
Si 6.7307 6.2478 3.0737
Si 10.549 -1.6017 3.253
Si 10.5375 2.3163 2.7664
Si 10.4429 6.1064 2.9541
Si 0.916 -1.6005 4.5026
Si 0.854 2.3095 4.1697
Si 0.7692 6.1925 4.3723
Si 4.7939 -1.6091 4.3941
Si 4.6788 2.2986 4.1816
Si 4.7712 6.272 4.4209
Si 8.5683 -1.6182 4.4698
Si 8.5758 2.2663 4.149
Si 8.625 6.1841 4.4513
Si 0.7707 8.07 5.8686
Si 0.8516 0.4101 5.674
Si 0.8557 4.2143 5.6071
Si 4.7529 8.1343 5.9201
Si 4.7267 0.3837 5.6158
Si 4.7709 4.2461 5.592
Si 8.6544 8.0873 5.8945
Si 8.5901 0.3793 5.6449
Si 8.5663 4.1562 5.6071
Si 2.6848 8.0905 7.273
Si 2.8061 0.4899 6.9941
Si 2.8296 4.2925 6.8978
Si 6.7802 8.1412 7.354
Si 6.6576 0.3426 6.9634
Si 6.6781 4.2066 7.0087
Si 10.4953 8.1073 7.4223
Si 10.488 0.2004 7.0436
Si 10.4986 4.17 6.956
Si 2.5595 -1.3614 8.4071
Si 2.861 2.4628 8.2829
Si 2.7796 6.0117 8.5154
Si 6.7186 -1.3508 8.6284
Si 6.7115 2.2324 8.2446
Si 6.8591 6.0261 8.5632
Si 10.3467 -1.4534 8.8879
Si 10.5663 2.1832 8.163
Si 10.5097 5.9397 8.5561
Si 0.8054 -0.8777 10.014
Si 0.871 2.2321 9.4876
Si 0.8235 5.2992 9.7414
Si 4.5551 -1.76 9.5709
Si 4.8485 2.524 9.5685
Si 4.8799 6.6519 9.6386
Si 8.3363 -0.7549 10.3975
Si 8.6705 2.2079 9.4862
Si 8.7494 5.3296 10.1148
Si 8.3642 5.0806 13.1409
Si 7.0657 10.6726 13.4422
Si 3.9333 1.7099 12.1464
Si 12.1174 1.8369 15.4298
Si 4.6092 6.3637 12.6064
Si 5.5839 2.5715 20.0457
Si 4.0235 4.5992 16.0273
Si 11.574 3.848 17.548
Si 15.0072 4.9217 20.5681
Si 6.8084 -2.4223 16.0846
Si 4.939 -0.4275 20.6069
Si 1.2759 9.2668 12.919
Si 3.9963 -1.1225 12.6926
Si 9.0628 10.7052 17.0416
Si 11.6843 10.408 15.4665
Si 9.6235 3.4085 15.2979
Si 6.1776 6.4876 14.9609
Si 13.193 -2.4566 17.7863
Si 5.0561 1.9549 17.1976
Si 11.0982 -0.78 19.4774
Si 4.4406 10.6351 17.6494
Si 11.8125 2.1642 20.2169
Si 2.1752 3.6144 13.5965
Si 5.8799 3.6406 12.2342
Si 1.4253 6.3099 12.5173
Si 7.4939 1.3188 15.4878
Si 13.6454 6.0002 17.919
O 3.027 6.4811 12.3629
O 0.8824 9.6507 -0.2587
O 0.8806 6.7546 -0.2215
O 0.398 0.6349 -0.9735
O 7.4277 3.8206 12.6616
O 12.4185 9.2569 16.3525
O 4.746 -2.0895 -0.357
O 10.6225 -1.2172 20.9643
O 7.4007 9.5481 14.5963
O 14.7903 5.7851 16.7773
O 11.6441 0.7435 19.4674
O 8.5291 -1.5995 -0.2326
O 3.5289 -0.8175 21.3404
O 9.6025 4.51 14.0746
O 11.8719 10.108 13.8875
O 13.4115 7.5811 18.1648
O 15.4754 6.3268 21.24
O 16.1659 3.8507 20.1765
O 5.075 10.4805 19.1348
O 5.1072 7.1992 13.9215
O 1.03 9.7759 11.3817
O 0.7084 6.2686 11.073
O 5.4718 3.7013 10.6293
O 5.3476 2.2101 12.8304
O 0.861 0.7906 10.4141
O 7.7771 -1.1744 11.9742
O 5.4368 10.5725 13.4158
O 2.913 2.9936 12.2662
O 5.3195 6.8348 11.2392
O 14.0784 4.3563 21.7932
O 2.8615 -2.1069 13.3422
O 8.5761 0.9067 10.5443
O 0.9029 7.6898 13.2148
O 8.8224 5.8327 11.7433
O 4.3072 1.3107 10.6011
O 7.995 9.4775 17.1631
O 0.9987 4.4252 -1.3892
O 5.508 5.1903 15.7016
O 5.0484 4.8417 12.9194
O 10.5798 2.1215 14.9554
O 4.1287 3.2657 16.9516
O 1.4408 2.2985 14.1906
O 4.675 6.5965 -0.304
O 10.1318 3.9929 16.7554
O 8.8211 3.6703 10.2599
O 11.5617 3.3474 19.0931
O 12.4845 2.7543 16.7254
O 4.6223 8.2263 9.2244
O 1.1737 4.8751 13.284
O 12.2957 -1.7622 18.9499
O 5.4724 10.033 16.5238
O 9.8267 10.7902 18.4612
O 4.114 12.2314 17.4179
O 4.7665 3.9795 -1.0432
O 7.5202 6.0829 14.1268
O 3.2292 4.1722 14.6921
O 7.5563 0.5163 14.0678
O 12.2339 5.3333 17.4532
O 8.2544 12.0831 16.6808
O 12.3414 0.2743 15.8029
O 14.1157 5.2413 19.2615
O 6.502 -4.02 16.1221
O 4.8745 1.1947 20.5406
O 6.0043 2.3163 18.4839
O 3.3293 0.3734 12.8259
O 8.1221 2.8145 15.4072
O 7.4011 3.6518 -1.3975
O 3.0383 -1.7576 17.5845
O 10.1048 10.4245 15.8184
O 0.7236 3.7037 10.3216
O 4.3085 -1.6121 11.1845
O 5.9505 1.5951 15.8994

Results
free energy: -103891.214 eV
free energy less fixed offsets of O -569.03, Si -635.61 eV per atom: 4.336 eV
pressure: -0.44 GPa
stress xx, yy, zz, yz, xz, xy (GPa, positive in tension): -0.58, 1.14, 0.75, -0.12, 0.02, -0.29

Forces (eV/angstrom), in the order of the atoms: element, x, y, z
Si 0.1247 0.0523 -0.3498
Si -0.0638 -0.2303 -0.3534
Si 0.1341 0.1915 -0.2433
Si -0.0716 0.021 -0.3963
Si 0.1147 -0.1416 -0.1919
Si -0.0431 0.1751 -0.0985
Si -0.0289 0.0976 0.1144
Si 0.1085 -0.042 -0.3523
Si -0.1299 0.2783 -0.0809
Si -0.1502 -0.0996 -0.4158
Si -0.0683 -0.091 -0.0805
Si -0.127 0.0902 -0.1114
Si 0.2061 0.0423 -0.4312
Si 0.0112 -0.1968 -0.0409
Si -0.1337 -0.1232 -0.1328
Si -0.0194 0.0847 -0.3224
Si -0.0359 -0.0649 -0.1383
Si 0.0295 0.0835 -0.15
Si -0.0221 0.0286 0.2886
Si 0.048 -0.0139 -0.1692
Si 0.0287 -0.038 0.3308
Si 0.0984 0.0518 -0.0216
Si 0.0317 -0.0767 -0.1475
Si 0.0179 0.0732 0.1462
Si -0.1002 0.1078 0.3209
Si 0.0088 0.2003 -0.1649
Si -0.1527 -0.3064 -0.0398
Si 0.1192 0.0855 -0.0545
Si -0.1265 -0.0493 0.0761
Si -0.0027 -0.0701 -0.0726
Si -0.0556 0.0925 -0.0207
Si 0.0583 0.0401 0.1339
Si -0.0656 -0.0612 -0.0138
Si 0.0464 -0.0299 -0.088
Si -0.0415 0.0603 -0.0052
Si 0.0158 -0.0059 -0.0039
Si 0.2357 -0.0038 0.2706
Si -0.0422 -0.0236 0.0076
Si -0.0616 0.1032 -0.0159
Si -0.0472 -0.0353 0.3502
Si -0.0986 -0.0096 -0.0302
Si 0.0738 -0.103 -0.0489
Si -0.3277 0.1277 0.2353
Si 0.0593 -0.0972 -0.0666
Si 0.1233 0.0134 -0.0118
Si -0.057 0.0518 -0.336
Si 0.0928 -0.1062 -0.125
Si -0.1236 0.2152 -0.0855
Si 0.2154 -0.0864 -0.3039
Si 0.0045 -0.0374 -0.0215
Si -0.0463 0.1806 -0.0556
Si 0.0175 -0.015 0.182
Si -0.0294 -0.0853 -0.0981
Si -0.0604 0.0271 -0.1863
Si 0.0505 -0.0421 0.2703
Si 0.1412 -0.0832 0.0313
Si 0.1585 -0.0554 0.3838
Si -0.2985 -0.0432 0.3118
Si -0.0222 0.107 0.0386
Si 0.1128 -0.0318 0.339
Si 0.2552 0.0593 0.1521
Si -0.0248 0.0626 0.2083
Si -0.1259 -0.0739 0.042
Si 0.2364 0.1956 0.1173
Si -0.1336 -0.089 0.6532
Si 0.072 -0.071 0.1693
Si -0.0662 0.2314 -0.0771
Si 0.101 -0.204 0.4199
Si -0.051 -0.1493 -0.1134
Si -0.4996 0.3439 0.2764
Si 0.1621 0.1234 0.3256
Si -0.0692 0.012 0.0587
Si -0.0286 -0.0479 0.4305
Si 0.0429 0.0916 0.4935
Si -0.0815 -0.0559 0.4243
Si -0.0311 -0.073 0.0347
Si -0.0997 0.1709 0.4142
Si 0.0661 -0.0761 -0.4809
Si -0.0234 0.0622 0.1418
Si 0.1009 0.0505 -0.3532
Si -0.1178 0.1533 -0.2683
Si -0.1166 -0.071 0.1728
Si -0.0173 -0.2449 -0.1249
Si 0.0476 0.0473 0.486
Si -0.0794 0.0444 0.1384
Si -0.0785 -0.0264 -0.1889
Si 0.0889 0.0586 0.1825
Si 0.036 -0.1517 0.0713
Si -0.1036 -0.0139 0.1979
Si 0.073 -0.0859 -0.2883
Si -0.1334 -0.0818 -0.2765
Si 0.1362 -0.2191 -0.4917
Si -0.1582 0.0615 -0.3484
Si 0.0668 0.1774 -0.271
Si 0.0557 -0.0729 0.4365
Si -0.1571 -0.1278 0.2991
Si 0.0973 -0.0796 0.4493
Si 0.0282 -0.0041 0.2242
Si -0.0422 0.2208 -0.3594
O 0.0528 -0.0078 -0.147
O -0.0773 0.198 0.5583
O -0.0923 -0.3714 0.3246
O 0.1391 -0.0597 0.1214
O -0.0807 -0.0958 -0.1858
O -0.0115 0.0389 -0.0087
O 0.0263 0.3 0.3908
O -0.0612 -0.1394 0.379
O 0.024 0.0376 -0.2168
O -0.0558 -0.0473 0.0743
O -0.0139 0.0608 0.1434
O 0.1213 0.159 0.3397
O -0.1747 0.0098 0.21
O -0.1264 0.0794 -0.1868
O 0.0759 -0.0282 -0.2702
O 0.0109 -0.0548 0.0791
O -0.0645 -0.0172 0.1559
O -0.0367 -0.0437 0.0693
O 0.0692 0.0944 0.3837
O -0.0591 -0.0868 -0.2557
O -0.1178 0.283 -0.3506
O -0.0393 -0.1463 -0.2114
O -0.0689 -0.1621 -0.3124
O -0.0323 0.0527 -0.1527
O 0.0478 -0.1664 -0.4551
O 0.4202 0.0089 -0.8571
O 0.0054 0.0198 -0.17
O -0.0242 -0.0683 -0.2163
O -0.0066 -0.1205 -0.4585
O 0.028 -0.3033 0.0977
O -0.0631 -0.0129 -0.2029
O -0.0348 -0.3252 -0.251
O -0.0385 -0.0021 -0.203
O 0.0446 -0.0503 -0.6292
O 0.1062 0.2401 -0.1707
O 0.0385 0.0731 -0.0365
O 0.0106 0.0748 0.3895
O 0.0873 0.0141 -0.0847
O 0.0982 0.0025 -0.1108
O -0.0251 0.1103 -0.0117
O 0.0141 -0.0321 0.0071
O 0.0709 0.1106 -0.1387
O 0.067 -0.2063 0.4851
O 0.0252 -0.0438 -0.0309
O -0.2306 0.263 -0.0055
O 0.1004 -0.2195 0.3932
O -0.1222 0.074 0.1001
O 0.0264 -0.2496 0.2067
O -0.0669 0.1618 -0.1714
O -0.1548 0.1597 0.2371
O 0.045 0.002 0.0519
O 0.0842 0.0241 0.2323
O 0.1505 -0.0291 0.0919
O -0.0626 0.1378 0.1749
O 0.1281 -0.0507 -0.1949
O -0.1107 -0.0466 -0.2278
O -0.0476 -0.1451 -0.233
O 0.0228 -0.0839 0.0987
O 0.027 -0.0549 0.0266
O -0.0472 0.0187 -0.0658
O 0.145 -0.1727 0.3609
O 0.0386 -0.0025 -0.0976
O -0.099 0.1648 0.1504
O 0.0116 0.0752 0.3672
O 0.0753 0.0286 -0.1786
O 0.0364 0.0442 -0.0281
O 0.2599 0.0502 0.3689
O 0.0147 0.004 0.1001
O -0.0454 -0.0076 0.0222
O 0.1874 0.1791 -0.4875
O 0.0535 -0.0013 -0.2803
O 0.0403 -0.0316 -0.0295

The program warned: the cutoff lies below the one the program advises for these potential files.
